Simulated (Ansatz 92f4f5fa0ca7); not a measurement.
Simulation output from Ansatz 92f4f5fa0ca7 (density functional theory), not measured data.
Periodic cell of 220 atoms, Si132O88, from a study of silicon, its oxide and their interface. The atomic structure is a simulated model.
This geometry differs little from another in the collection (a relaxation step or a small displacement).

Settings
functional: r2SCAN
potential files: Ansatz PAW
basis: plane waves
wave-function cutoff: 800 eV
density cutoff ratio: 5
exchange-correlation grid ratio: 1
k mesh: 1 x 1 x 1, shifted by 0.5 0.5 0 of a step
self-consistency stop: 1e-10 eV per atom in the density residual
occupations: fixed
spin: none
net charge: 0

Cell vectors (angstrom)
a 10.88 0 0
b 0 10.88 0
c 0 0 32.0375

Atoms and the computed forces on them: element, x, y, z (angstrom), force x, y, z (eV/angstrom)
Si -0.903 0.4486 -1.4182 0.0373 -0.0099 0.0042
Si 1.2243 1.3252 -1.132 -0.0072 0.0068 -0.0122
Si -0.095 6.2688 -0.4329 0.0017 -0.0082 -0.0011
Si 3.0176 8.1491 -0.1368 -0.0085 0.0303 0.0268
Si 5.4367 -0.5481 -0.4733 -0.0429 -0.0288 0.046
Si 8.1966 2.7862 0.0283 0.0156 0.0278 0.0055
Si 5.5624 3.8767 -1.2841 0.0043 0.0082 -0.0183
Si 9.2922 8.2787 -0.7571 0.015 -0.0005 0.0093
Si 1.8346 1.822 1.1596 0.0018 0.0015 0.0036
Si 3.7993 3.2416 1.2061 -0.0125 -0.0405 0.0362
Si 1.3259 7.1129 1.1807 -0.0371 -0.0123 -0.0242
Si 4.2582 9.4434 1.3333 0.0086 0.0083 -0.0114
Si 6.9461 1.3731 1.3745 -0.025 -0.0154 0.0182
Si 9.6488 4.3967 0.9434 0.015 0.016 -0.0007
Si 7.0581 7.094 1.7292 -0.0098 0.0079 0.0012
Si 8.7264 8.785 1.4692 0.025 -0.0021 -0.0222
Si 0.0719 2.9036 2.3891 -0.0025 -0.0005 -0.0136
Si 2.7475 0.0234 2.4867 0.0123 0.0015 -0.019
Si -0.1667 8.1925 2.6205 0.0106 0.0063 -0.0059
Si 2.5607 5.6673 2.5702 -0.0314 0.0177 -0.0246
Si 5.4134 2.5217 2.7218 -0.0243 -0.0023 -0.0232
Si 8.1698 -0.098 2.6462 -0.016 0.0105 -0.0019
Si 5.4315 8.218 2.8966 -0.0088 0.0008 -0.0087
Si 8.2885 5.3931 2.6652 -0.0077 -0.0052 -0.0139
Si 1.3192 4.1818 3.9386 0.0031 -0.0054 0.0149
Si 4.0282 1.2572 4.0719 0.0079 -0.005 0.0089
Si 1.2729 9.6071 3.8517 0.0051 -0.0014 0.0115
Si 3.9905 6.8202 4.0315 -0.003 -0.0036 0.0025
Si 6.7734 4.057 3.9071 0.0074 -0.002 0.0121
Si 9.5888 1.4182 3.7913 0.0151 0.005 0.0101
Si 6.7954 9.6097 4.15 -0.0036 0.0121 0.0157
Si 9.5639 6.7652 4.0864 0.0048 0.0051 0.0022
Si -0.0007 0.1065 5.2618 0.0035 0.0036 0.0005
Si 2.6903 2.7706 5.2879 -0.0011 0 0.0033
Si 0.0169 5.4455 5.4334 -0.0009 -0.0002 0.0052
Si 2.6024 8.2208 5.2892 -0.0105 -0.0034 0.0035
Si 5.3943 0.0135 5.4919 -0.002 -0.0072 0.0011
Si 8.1626 2.7065 5.2352 -0.0037 0.0091 0.0045
Si 5.4186 5.4429 5.2945 0.0082 0.0049 0.0078
Si 8.1691 8.1862 5.3804 0.0025 0.0026 -0.0015
Si 1.3262 1.4285 6.6624 0.0023 0.0018 0.0052
Si 4.0608 4.1087 6.6737 0.0021 0.0012 0.0068
Si 1.348 6.8603 6.7448 0.0063 -0.0028 -0.003
Si 3.9707 9.5056 6.7133 0.0048 -0.0016 0.0003
Si 6.7946 1.4463 6.7043 0.0015 0.0002 -0.0012
Si 9.4802 4.0639 6.6746 -0.0032 -0.0057 0.0039
Si 6.7515 6.8306 6.664 -0.0072 -0.0049 0.0063
Si 9.5185 9.6238 6.6622 0.001 0.0035 0.0041
Si -0.016 2.758 8.0597 0.0048 0.0059 -0.0017
Si 2.6483 0.0458 8.0308 -0.0029 0.002 -0.0062
Si -0.0392 8.2489 8.0371 0.0006 -0.0018 -0.005
Si 2.7341 5.4733 8.0778 -0.0049 0.0015 -0.0036
Si 5.4116 2.7871 8.0704 -0.0088 -0.0018 -0.0055
Si 8.1613 0.1081 8.0489 -0.0023 0.0062 -0.0039
Si 5.347 8.1507 8.0327 0.0045 0.0006 -0.0036
Si 8.1094 5.4623 7.9902 0.003 -0.003 -0.0048
Si 1.3662 4.096 9.431 0.0012 0.0015 0.0018
Si 4.0097 1.3978 9.3781 0.0018 -0.0026 -0.0054
Si 1.2848 9.6099 9.4184 -0.0006 0.0032 -0.0029
Si 4.0676 6.804 9.488 0.0037 -0.0062 0.0009
Si 6.7455 4.1928 9.415 0.0012 0.0046 -0.0072
Si 9.4963 1.4864 9.4653 0.0042 0.0067 -0.0033
Si 6.7027 9.6109 9.2631 0.0003 -0.0014 -0.0053
Si 9.4792 6.8267 9.3149 0.0059 -0.0003 -0.0047
Si -0.0247 0.1265 10.8155 -0.0014 -0.0012 0.0062
Si 2.716 2.7151 10.8402 0.0014 0.0077 0.0016
Si -0.0335 5.481 10.7129 0.0003 -0.0059 -0.0061
Si 2.6299 8.1979 10.72 -0.0009 -0.0007 0.0057
Si 5.3811 0.0528 10.6971 -0.0006 0.0027 -0.002
Si 8.1396 2.9338 10.7892 0.0052 -0.0049 -0.0031
Si 5.4644 5.497 10.9051 0.0005 0.0071 0.0037
Si 8.047 8.2247 10.52 -0.0049 0.0004 0.002
Si 1.2991 1.4648 12.2965 -0.0006 0.0111 0.0008
Si 4.1995 3.9597 12.2165 0.0065 -0.0087 -0.0025
Si 1.2003 6.9166 12.0769 0.0089 -0.0055 -0.018
Si 4.0047 9.5325 12.0184 -0.0067 0.0202 0.0013
Si 6.7535 1.4886 11.9713 0.0024 -0.0063 0.0191
Si 9.4473 4.3383 12.2377 0.0052 0.0105 0.0004
Si 6.8698 7.0027 12.1143 -0.0007 -0.0019 -0.0119
Si 9.3352 9.5762 11.8627 0.0119 -0.0097 0.0062
Si -0.2048 2.8771 13.5934 -0.0053 0.0007 -0.0056
Si 2.7406 -0.0442 13.4936 0.0039 -0.0186 -0.0105
Si -0.5293 7.9933 13.1822 -0.0104 0.0092 0.0062
Si 2.9451 4.9065 13.8844 0.0015 -0.0198 0.0115
Si 5.5857 2.6433 13.6314 0.0203 0.0077 -0.0208
Si 7.9838 0.0171 13.2079 -0.0078 0.004 -0.0071
Si 5.4415 8.3071 13.4207 0.0251 -0.0152 -0.0208
Si 8.6681 6.2979 13.4942 -0.0016 -0.0049 0.0183
Si 1.2677 3.8651 15.1895 -0.0018 -0.0027 0.005
Si 4.5027 0.8519 14.7918 -0.0099 -0.0049 0.0007
Si 0.44 9.3418 14.8237 -0.0062 0.0052 -0.0102
Si 4.2706 6.0295 15.4082 -0.0039 -0.0166 0.0212
Si 6.798 4.3356 16.0268 0.0297 0.0048 0.0055
Si 9.4941 1.0626 14.5819 0.0128 -0.0014 0.0201
Si 6.2963 10.0986 14.6129 -0.0036 0.018 -0.0034
Si 8.0793 6.3254 15.865 0.0108 -0.0086 -0.016
Si 2.1644 5.8598 17.347 0.0023 0.0061 0.0205
Si 7.2453 -6.8806 22.2522 -0.0045 0.0039 0.0003
Si 11.3949 2.2291 17.6034 -0.0023 0 0.0065
Si 4.1136 1.2328 17.1032 -0.0034 0.002 0.0215
Si 8.3462 -0.9209 22.3416 0.0082 0.0013 0.0054
Si 4.3745 -7.1233 21.5176 -0.0058 0.0024 -0.002
Si 8.4063 2.0681 17.3901 -0.0006 0.0056 0.0207
Si -0.8939 8.1707 17.1424 -0.0011 -0.0185 0.0196
Si 3.068 3.3973 18.7054 -0.0008 0.0102 0.0124
Si 9.6073 -3.1708 24.2327 -0.0031 0.0028 0.0024
Si 6.6379 -0.1931 18.252 -0.0083 0.0063 0.0211
Si 1.6432 -0.0637 18.5622 -0.002 -0.0054 0.0093
Si -0.8463 -8.1362 22.7972 -0.0002 -0.0066 0.005
Si 7.2513 9.1549 16.5423 0.018 -0.0277 0.0171
Si 12.5693 -3.8775 23.9357 -0.0027 0.0005 -0.0039
Si 2.699 2.4337 26.2675 -0.0092 -0.0067 -0.0034
Si 11.9431 -2.7791 19.101 -0.0068 0.0051 0.0014
Si 11.0995 0.026 21.4352 0.0028 -0.0048 0.0039
Si 7.074 6.0249 24.3179 -0.0009 0.0014 -0.0058
Si -5.3135 -12.5585 20.8848 -0.0021 -0.0044 0.0092
Si 6.9304 0.1823 26.8089 -0.0078 -0.0073 -0.0146
Si 1.5771 5.667 28.8528 -0.0101 0.005 -0.0102
Si 1.9663 -6.988 23.5172 0.0026 -0.0045 0.003
Si 0.5181 2.9682 28.3877 0.0123 0.0146 -0.0083
Si 5.8678 -4.5531 21.6841 0.0006 -0.0046 0.0006
Si 2.7316 7.6839 26.7874 -0.0045 0.0028 0.0093
Si 5.673 6.6132 27.1304 -0.0147 0.0035 -0.0227
Si -1.5439 -1.1253 26.2629 0.0014 -0.0042 -0.009
Si 9.3143 0.7798 28.4588 -0.0088 -0.0034 -0.0333
Si 2.4492 -1.9338 21.778 -0.0093 0.0009 -0.0001
Si 5.4455 6.2771 31.067 -0.0232 0.0014 0.0376
Si -6.5733 4.1872 28.244 -0.0218 0.0064 -0.0042
Si 6.5612 -3.0058 29.7905 0.0174 0.0076 -0.0144
Si 3.7459 10.6822 27.1345 -0.0086 -0.0003 -0.0126
Si 2.892 -0.1267 30.186 -0.0089 -0.0135 -0.0069
Si 8.5578 1.0561 24.5493 0.0031 0.0043 -0.0024
O 1.067 2.6666 -2.1369 0 -0.0107 0.0063
O 3.0704 -1.62 -5.2426 0.0056 0.0036 0.0022
O 4.5827 3.1791 -0.2049 -0.001 -0.0067 -0.0403
O 3.4026 4.804 1.4436 0.0325 0.031 0.0304
O 0.8819 5.9879 -1.7551 -0.0021 0.0117 0.0262
O -0.887 9.7083 -1.1548 -0.0104 -0.0011 0.0143
O 2.5922 9.1876 -1.3772 0.0182 0.0002 -0.0083
O 3.1756 10.9764 -3.4277 -0.0064 -0.0047 0.0033
O 5.9926 -1.5847 -1.6206 0.013 -0.0004 -0.0132
O 2.1367 -5.407 -8.2887 0.002 -0.001 0.0021
O 6.5535 0.4947 0.0182 0.0101 0.0206 -0.0397
O 9.0726 1.5419 -0.5979 -0.0078 0.0065 0.0064
O 5.0105 3.2458 -2.689 0.0052 -0.0008 0.0112
O 3.9252 6.9157 -0.7596 0.0189 -0.0179 -0.0086
O 8.171 7.9049 -1.9071 -0.0206 0.0026 0.0041
O 1.1518 5.0771 16.3271 0.0088 -0.0082 -0.0218
O 1.2127 2.5472 16.1676 0.0016 -0.0022 -0.002
O 19.6902 -2.0887 23.3477 -0.0021 0.0017 0.0052
O 3.8871 2.8012 17.4352 0.0078 0.0016 -0.0115
O -0.2582 10.8076 14.9167 -0.002 -0.0092 -0.0003
O 0.4063 8.5329 16.2367 -0.003 -0.0015 -0.0192
O 4.8511 7.244 14.5241 -0.0215 0.0231 0.0075
O 3.2599 6.6986 16.5059 0.0006 -0.0026 -0.011
O 7.897 0.8944 18.4246 0.0021 -0.0031 -0.0076
O 7.3076 3.2735 17.1778 -0.0045 0.0019 -0.0061
O 8.6581 1.406 15.9411 0.003 0.0017 -0.0288
O 2.1674 3.0582 24.8869 -0.0048 0.004 -0.0055
O 12.8522 6.1124 13.2859 -0.0239 0.0227 0.0093
O 9.4187 6.6791 16.7723 0.0119 0.0146 0.0099
O 7.017 7.5217 16.3515 -0.0066 -0.005 -0.0218
O 2.9979 4.9539 18.3833 -0.0056 -0.0053 -0.0163
O 1.5224 2.8288 18.7446 0.002 -0.0045 -0.0054
O 5.8729 -7.731 21.8782 0.0045 -0.0041 0.0041
O 3.88 -7.7017 20.0831 0.0054 0.0005 0.0006
O 12.7935 -1.6255 18.3713 -0.0028 -0.0032 -0.0108
O 1.9834 -1.1937 14.4291 0.0091 0.0133 0.011
O 11.886 0.2089 20.0304 -0.0055 0.0035 0.004
O 6.6396 3.5187 14.5981 -0.0184 -0.0144 0.0075
O 9.8556 2.7032 17.8408 -0.0013 -0.0016 -0.0092
O 6.137 -4.0596 23.2269 -0.003 0.0039 0.0041
O 7.2687 1.1843 25.5439 -0.0015 -0.0004 0.0031
O 11.0086 -3.6213 23.5726 0.0013 -0.0009 -0.0036
O 6.3564 6.4584 32.4218 -0.0004 -0.0131 -0.0384
O 9.6429 -0.7463 21.3333 -0.0065 0.0016 -0.0046
O 5.3579 5.0978 16.2171 -0.0153 -0.0017 -0.011
O -1.9993 9.2621 16.6939 0.0016 0.0209 -0.0049
O 0.438 3.7229 22.9631 -0.004 0.0031 -0.0026
O 5.8835 -0.8386 19.5406 0.0011 -0.0004 -0.0111
O 5.6987 -3.2908 20.6997 0.0002 -0.0025 -0.0025
O 3.2703 0.932 26.0737 0.0065 -0.0002 0.0087
O 13.5242 -2.9592 23.0058 0.0063 -0.0044 0.0027
O -4.0209 -1.2798 21.7983 -0.0025 0.0002 0.004
O -0.9996 -2.5398 25.721 -0.0001 -0.002 0.0033
O -0.1796 -9.4269 22.0728 -0.0004 0.004 0.0041
O 0.5566 -6.295 28.1575 -0.0033 -0.008 0.0052
O 3.1646 3.39 22.5376 -0.0024 -0.0041 -0.0014
O 6.3193 -3.1766 28.1666 -0.0038 0.0011 0.0333
O 18.9639 0.4785 23.1151 -0.0031 -0.0032 -0.0009
O -1.2417 0.0131 25.1495 -0.0053 0.0022 0.004
O 1.8547 7.0503 28.0209 0.0065 0.0025 0.0016
O 8.7159 -7.5444 21.9948 0.0005 -0.0013 -0.0028
O 5.5758 0.8152 17.5925 -0.0027 -0.0064 -0.0126
O 3.0824 0.5342 18.1555 0.0078 0.0005 -0.0048
O 12.2752 -0.768 22.2747 -0.0026 -0.0024 0.0024
O 10.3621 8.3592 18.7303 0.0056 0.0065 -0.0116
O 7.1236 3.439 30.9874 0.01 -0.0131 0.0025
O -3.1672 -12.089 26.4491 -0.0021 -0.0025 0.0095
O -6.3292 -5.4997 21.5335 -0.0034 0.0002 -0.0022
O -5.3688 -5.6667 27.9074 0.0026 0.0063 0.0086
O 7.0604 4.4655 23.82 -0.0014 -0.0048 0.0042
O 1.4875 2.2923 27.3048 -0.0062 -0.0054 0.0074
O -4.335 6.3453 25.8038 0.0015 0.0069 0.0149
O 9.3997 -8.4747 24.2618 -0.0014 0.0002 0.0016
O 5.3787 -0.1451 27.0776 -0.0016 0.0013 0.0134
O 1.6016 -2.7561 20.6258 0.0028 0.0006 0.0035
O 3.8465 3.3882 26.9194 0.0013 0.0029 0.0074
O 12.1634 -4.1642 18.3559 -0.0051 -0.0042 -0.0072
O 3.9813 -1.4326 21.3485 0.0052 0.0056 -0.005
O 1.8748 7.3887 25.4749 -0.0045 -0.0016 0.0019
O -0.9152 -0.5031 27.6257 -0.0012 0.0049 0.0158
O 7.1469 -5.518 21.3386 0.0009 -0.0028 -0.0019
O 3.0361 4.94 28.9354 0.016 -0.0071 0.0095
O 4.2774 0.3455 30.8822 0.0117 0.0165 -0.0039
O 7.7089 0.8193 28.0971 -0.0028 -0.0016 0.0094
O 9.9507 13.1462 28.1196 -0.0103 -0.0195 0.0108
O 11.4052 -10.2748 17.6123 -0.004 0.0033 -0.0124
O -2.2424 6.4317 24.3077 0.0008 -0.0011 0.0053
O 4.1774 6.99 26.6805 0.0052 -0.0029 0.0074

Results
free energy: -134611.779 eV
free energy less fixed offsets of O -570.45, Si -639.56 eV per atom: 9.741 eV

The program warned: the cutoff lies below the one the program advises for these potential files; the forces do not sum to zero within the program's tolerance; empty levels may hold ghost states of the PAW files; the exchange-correlation potential is rough where the density is thin.
